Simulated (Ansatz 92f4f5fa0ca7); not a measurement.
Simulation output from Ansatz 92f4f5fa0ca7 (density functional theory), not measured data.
Periodic cell of 184 atoms, Si120O64, from a study of silicon, its oxide and their interface. The atomic structure is a simulated model.

Settings
functional: r2SCAN
potential files: Ansatz PAW
basis: plane waves
wave-function cutoff: 800 eV
density cutoff ratio: 5
exchange-correlation grid ratio: 1
k mesh: 1 x 1 x 1, shifted by 0.5 0.5 0 of a step
self-consistency stop: 1e-10 eV per atom in the density residual
occupations: fixed
spin: none
net charge: 0

Cell vectors (angstrom)
a	10.888	0	0
b	0	10.888	0
c	0	0	26.622

Atoms and the computed forces on them: element, x, y, z (angstrom), force x, y, z (eV/angstrom)
Si	0.7094	-0.6526	0.077	0.0133	-0.0368	0.1043
Si	2.8849	2.3544	-0.0865	0.0204	-0.0219	0.1247
Si	-0.319	5.5391	0.0287	-0.0158	0.0225	0.1184
Si	2.4026	8.3668	-0.0158	-0.0308	0.0319	0.0838
Si	5.1066	0.151	0.1843	-0.0179	0.0223	0.1073
Si	7.8398	2.9193	0.0764	-0.0202	0.0207	0.1106
Si	5.5402	5.0041	0.1011	0.0222	-0.0212	0.1054
Si	8.1226	7.4435	-0.1506	0.0281	-0.007	0.1428
Si	1.4317	1.1919	1.3611	-0.003	-0.0009	-0.0061
Si	3.9855	3.8782	1.3647	-0.0027	0.0005	-0.0084
Si	1.2822	6.7643	1.2997	0.0012	-0.0024	-0.0088
Si	3.9725	9.4355	1.4168	0.0035	-0.0017	-0.0018
Si	6.7386	1.3315	1.4044	0.0022	-0.0023	-0.0081
Si	9.4587	4.0051	1.3959	0.0001	-0.0023	-0.0061
Si	6.7016	6.5379	1.411	-0.0081	-0.0029	-0.005
Si	9.7466	9.6047	1.4198	0.007	0.002	0.0066
Si	0.0108	2.6261	2.6508	0.0012	-0.0006	0.0022
Si	2.7432	-0.0584	2.8485	0.0011	-0.0003	-0.0017
Si	0.0424	8.12	2.8008	-0.0004	0.0053	-0.0019
Si	2.694	5.395	2.6293	-0.0008	0	0.0032
Si	5.4095	2.662	2.8097	0.0003	0.0002	0.0011
Si	8.2427	0.0465	2.7027	0.0033	-0.0015	0.0036
Si	5.4635	8.1078	2.6658	-0.0015	0.0011	0.0026
Si	8.1645	5.3611	2.8134	0.0016	0.0011	0.0008
Si	1.3533	4.0382	4.0154	-0.0004	0.0001	0.0008
Si	4.1021	1.3018	4.1742	0.0017	-0.001	-0.0001
Si	1.3672	9.4911	4.1712	-0.0002	-0.0034	0.0001
Si	4.0694	6.7675	4.024	0.0003	-0.0009	0.0001
Si	6.7834	4.0388	4.1486	-0.0001	-0.0007	0.0001
Si	9.539	1.3793	4.1096	-0.0012	-0.001	-0.0019
Si	6.8551	9.5006	4.0092	-0.0006	0.0017	0.0005
Si	9.5297	6.7688	4.1159	-0.0008	-0.0002	0.0006
Si	-0.015	-0.0078	5.4606	0.0006	0.0006	-0.0008
Si	2.7072	2.7128	5.4314	0.0012	0.0002	-0.001
Si	0.0221	5.4005	5.4347	0.001	-0.0003	-0.001
Si	2.7581	8.1235	5.4666	0.0005	0.0009	-0.0004
Si	5.4984	-0.0567	5.4545	0.0013	-0.0005	-0.0001
Si	8.1765	2.713	5.4937	0	0.0011	-0.0001
Si	5.4208	5.4431	5.4356	0.0009	0.0001	-0.0004
Si	8.1727	8.1611	5.4283	-0.0002	0	-0.0007
Si	1.3475	1.3687	6.7934	-0.0002	-0.0005	-0.0012
Si	4.0745	4.0788	6.7883	0.0008	0	-0.0004
Si	1.3738	6.7733	6.8103	0.0009	0.0002	-0.0007
Si	4.1148	9.5004	6.8238	0.0002	-0.0008	-0.0008
Si	6.8143	1.34	6.8271	-0.0001	-0.0002	-0.0014
Si	9.5396	4.091	6.8312	0.0003	0	-0.0017
Si	6.7946	6.8169	6.7794	0.0002	-0.0006	-0.0008
Si	9.5139	9.5272	6.8008	0.0008	-0.0002	-0.0007
Si	0.01	2.7191	8.1779	0.0013	0.0001	0.0001
Si	2.7311	0.0284	8.1321	0.0015	-0.0003	-0.0011
Si	0.0116	8.1853	8.14	0.0009	-0.0001	-0.0014
Si	2.7506	5.4317	8.1707	0.0001	0.0005	-0.0004
Si	5.4453	2.7446	8.1621	0.0011	0.0001	-0.0004
Si	8.168	-0.0107	8.1722	0.0012	0.0004	0.0001
Si	5.4817	8.1627	8.1892	-0.0003	0.001	-0.0007
Si	8.1656	5.4855	8.1496	0.0008	0	-0.0009
Si	1.4076	4.0614	9.5202	0.0005	0.0007	-0.0014
Si	4.0756	1.3854	9.5148	-0.0001	-0.0008	-0.0012
Si	1.3537	9.5843	9.4912	0.0011	0.0002	-0.0002
Si	4.1076	6.8106	9.5277	0.0008	0.0008	-0.0005
Si	6.8004	4.1438	9.5188	0.0008	0.0002	-0.0011
Si	9.4985	1.374	9.5104	0.0003	-0.0007	-0.0003
Si	6.8277	9.5404	9.5545	0	-0.0005	-0.0001
Si	9.5153	6.8653	9.5049	0.001	-0.0001	-0.0012
Si	-0.0465	0.0262	10.8742	-0.0013	-0.0022	-0.002
Si	2.7388	2.7077	10.9433	0.0006	0.0009	0.0005
Si	0.0446	5.4942	10.7587	-0.0002	-0.0006	-0.0002
Si	2.7679	8.2573	10.806	0.0004	0.0012	-0.0009
Si	5.4508	0.0429	10.8572	0.0011	0.0003	0.0015
Si	8.1543	2.765	10.8486	0.0002	-0.0024	0.0006
Si	5.4601	5.4894	10.944	0.0001	-0.0015	-0.0002
Si	8.1914	8.2185	10.9473	0.0003	-0.0006	0.0004
Si	1.291	1.3527	12.2531	0.001	0.0046	0.0034
Si	4.1158	4.0915	12.2991	0.0037	0.0008	0.0024
Si	1.3918	6.893	12.0666	-0.0034	0.0001	0.0017
Si	4.1085	9.5901	12.2324	0.0067	-0.0036	-0.0028
Si	6.7561	1.4331	12.2173	-0.0004	0.0025	0.0003
Si	9.5998	4.1401	12.0956	0.0007	-0.0012	0.0009
Si	6.807	6.9017	12.3213	-0.0003	0.0024	0.0032
Si	9.5219	9.6108	12.3375	0.0004	0.0003	0.0041
Si	0.0116	2.8484	13.5843	-0.002	0.0016	-0.0084
Si	2.5789	-0.1013	13.5757	0.0104	0.0225	0.0302
Si	0.0672	8.1569	13.533	0.0029	-0.0001	-0.0061
Si	2.7446	5.5878	13.4391	-0.0009	-0.0007	-0.003
Si	5.5257	2.8068	13.7238	-0.0025	-0.0074	-0.0055
Si	8.1315	0.1898	13.6426	-0.0008	0.0008	-0.0063
Si	5.4803	8.3398	13.71	-0.0007	0.0016	-0.0071
Si	8.2605	5.4594	13.4784	0.001	-0.003	-0.008
Si	1.1996	4.5137	14.7892	0.0306	-0.0125	0.1045
Si	4.4764	1.5201	15.4303	-0.0302	0.0076	0.1461
Si	1.6787	9.11	14.9438	-0.0166	0.026	0.1456
Si	3.9544	6.9882	14.8789	0.0123	-0.0227	0.1001
Si	7.3565	3.7799	14.7868	-0.0206	0.0304	0.0728
Si	9.0938	1.9935	14.8271	0.0304	-0.0286	0.0993
Si	6.5614	10.034	15.0634	0.016	-0.0063	0.1194
Si	9.8176	6.5899	14.7776	-0.0181	0.0249	0.0989
Si	23.6654	-3.0411	19.7817	-0.0026	-0.0311	0.2347
Si	30.2529	22.8398	24.3433	0.0173	0.017	0.2196
Si	-19.6717	37.4354	19.836	-0.0352	0.0281	0.276
Si	-24.644	-24.6431	16.9636	0.0195	0.0016	0.2672
Si	11.2085	11.0696	23.6424	-0.036	0.0278	0.282
Si	41.258	24.3737	19.7794	-0.0229	0.0096	0.2476
Si	-22.1155	-17.8353	21.649	0.0376	0.01	0.2796
Si	-0.2361	19.4515	21.8623	-0.0008	0.0424	0.2618
Si	-4.7624	37.1688	19.7503	0.0028	-0.012	0.2937
Si	4.2542	14.5537	21.5937	-0.0038	-0.0197	0.2404
Si	23.2103	-6.6891	24.3397	0.022	0.0086	0.2847
Si	12.0348	42.6853	17.8999	0.0394	-0.0291	0.2776
Si	-2.2341	-4.4012	22.0383	-0.0033	-0.0199	0.2108
Si	-18.0549	-26.251	24.4511	-0.0275	0.0303	0.2698
Si	-15.803	-16.1533	16.9181	-0.0074	-0.0009	0.2687
Si	-8.4356	24.8052	17.2062	-0.0237	0.0139	0.2746
Si	39.17	0.1429	19.9904	-0.0225	0.0216	0.2382
Si	-3.8459	20.3995	24.7943	-0.0028	-0.0206	0.2184
Si	3.5746	21.1563	19.6151	0.0343	0.0202	0.2624
Si	-7.7429	-10.0037	22.4081	-0.0265	0.0078	0.267
Si	5.9402	11.1657	22.9562	0.0555	-0.036	0.2726
Si	30.2679	8.6092	19.9189	0.0044	-0.0094	0.3001
Si	-0.3661	1.5677	17.6028	-0.0012	0.0253	0.2702
Si	-5.1169	-26.8379	22.4169	-0.053	0.059	0.2686
O	7.3601	7.9767	-1.4883	-0.0172	0.0431	-0.1136
O	4.0615	12.1431	-0.4776	0.0024	0.0019	-0.0619
O	-14.1725	1.2906	-7.0361	0.0285	0.018	-0.0798
O	4.3649	22.1312	-3.2577	-0.0303	0.014	-0.1048
O	-12.0931	2.536	-8.0338	0.0762	-0.0421	-0.1687
O	2.1392	15.0001	-10.5632	-0.0385	0.0466	-0.1487
O	-32.0624	47.2741	-3.6176	-0.078	-0.0113	-0.1994
O	14.3231	2.4419	-4.4426	0.0186	0.038	-0.0961
O	16.8648	0.6347	-5.2042	0.0196	-0.0051	-0.2088
O	-4.9956	-16.0117	-5.8371	0.0186	-0.0449	-0.1753
O	7.2885	6.1889	-3.7353	0.0256	-0.0043	-0.0966
O	18.1278	-23.0601	-6.5125	0.0164	-0.0164	-0.0854
O	5.1958	4.3258	-3.8605	-0.008	-0.026	-0.1164
O	11.9577	-3.0283	-5.4218	0.0599	-0.0157	-0.1437
O	-10.8635	16.4027	-11.2487	-0.0021	-0.0011	-0.0549
O	-8.3253	21.5634	-8.211	-0.0706	0.0077	-0.1328
O	5.0956	-0.1708	19.2007	-0.0205	-0.0108	-0.0979
O	-19.7018	6.3096	19.337	0.0042	0.001	-0.0827
O	7.0177	12.1985	23.6451	-0.0657	-0.0096	-0.1121
O	-1.2006	-3.3339	22.7068	-0.0003	-0.0001	-0.0974
O	12.5807	0.8432	23.1147	0.0697	0.0075	-0.1141
O	53.0946	24.5077	21.1336	-0.0542	-0.0295	-0.1386
O	22.0187	9.6478	22.9251	-0.0137	-0.085	-0.1407
O	-17.1046	38.7614	16.0725	-0.0496	0.0417	-0.1226
O	3.1619	4.7299	21.0606	-0.0417	0.018	-0.1274
O	20.716	-9.8482	23.4282	0.0279	-0.0049	-0.0957
O	-8.3423	5.3567	24.0362	0.0007	-0.0111	-0.095
O	9.4007	-26.1304	26.0592	-0.0065	0.0138	-0.0608
O	16.7152	21.0126	25.6702	0.0582	-0.0375	-0.1334
O	18.224	9.3439	16.3335	-0.0445	0.0521	-0.1304
O	22.4373	26.0841	20.4268	0.0627	0.0168	-0.1388
O	9.1609	7.3996	16.027	0.0492	-0.0454	-0.1296
O	3.8409	2.2471	16.7855	0.057	-0.0296	-0.1235
O	-1.3821	5.1351	21.9294	0.0016	-0.0121	-0.0787
O	14.0011	-10.7806	20.9971	0.0147	-0.0678	-0.1992
O	10.7895	-10.7784	18.272	-0.002	0.0163	-0.0918
O	-13.4253	-0.424	25.008	-0.0038	0.0217	-0.0832
O	2.8139	18.9148	15.481	0.0055	-0.0057	-0.0645
O	9.773	20.138	20.6846	-0.048	0.0047	-0.1329
O	-1.2678	1.4278	16.279	-0.0661	0.019	-0.1875
O	19.53	24.0134	25.4442	0.0217	-0.0623	-0.1426
O	-14.1227	-6.9513	19.6772	-0.0054	0.0022	-0.0842
O	3.0306	-3.1699	25.1903	0.0478	-0.0641	-0.1357
O	6.5238	-1.2152	23.2654	-0.0313	0.032	-0.138
O	5.2185	3.2831	20.3436	0.0395	0.0094	-0.1249
O	-20.7835	-24.0608	18.665	-0.0247	0.0662	-0.1391
O	8.7381	19.303	18.3503	-0.0219	-0.0254	-0.2234
O	-24.053	19.6814	27.199	-0.0222	-0.0334	-0.0584
O	14.1991	30.4393	19.8811	-0.0102	0.0048	-0.0813
O	5.5402	-5.8957	18.3405	-0.0092	0.0523	-0.2176
O	-9.7767	-1.0714	16.3039	0.0167	-0.0391	-0.2077
O	33.087	-0.0229	25.2302	-0.019	0.0427	-0.2147
O	0.3443	4.8193	25.3614	0.05	-0.0458	-0.1492
O	26.4307	-4.0935	23.151	0.0728	-0.0261	-0.1513
O	12.0073	2.1113	17.271	0.017	0.009	-0.0881
O	17.6085	3.9997	26.1416	0.0023	-0.0013	-0.0584
O	-7.7301	-9.9478	14.7106	-0.0231	-0.0297	-0.074
O	-8.6861	2.9929	25.1705	-0.046	0.0509	-0.1467
O	-19.1938	3.7831	18.6436	0.019	-0.0784	-0.1993
O	-6.1322	16.6279	25.5059	-0.0523	0.0411	-0.1483
O	-16.2597	-10.6209	15.7212	0.0149	-0.0028	-0.0671
O	-4.0124	17.809	17.2221	-0.0027	-0.002	-0.0972
O	-4.0522	-6.4311	16.2051	0.0473	-0.0601	-0.1343
O	-24.4118	28.9258	20.6048	-0.01	0.0574	-0.1425

Results
free energy: -113256.605 eV
free energy less fixed offsets of O -570.45, Si -639.56 eV per atom: -0.605 eV

The program warned: the cutoff lies below the one the program advises for these potential files; the forces do not sum to zero within the program's tolerance; empty levels may hold ghost states of the PAW files; the exchange-correlation potential is rough where the density is thin.
